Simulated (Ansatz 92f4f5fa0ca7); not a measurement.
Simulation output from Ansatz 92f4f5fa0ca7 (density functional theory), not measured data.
Periodic cell of 238 atoms, Si134O104, from a study of silicon, its oxide and their interface. The atomic structure is a simulated model.

Settings: functional r2SCAN; potential files Ansatz norm-conserving; basis plane waves; wave-function cutoff 1300 eV; density cutoff ratio 4; exchange-correlation grid ratio 1; k mesh 2 x 2 x 1, shifted by 0.5 0.5 0.5 of a step; self-consistency stop 5e-08 eV per atom in the density residual; occupations Fermi-Dirac, 0.05 eV; spin none; net charge 0.

Cell vectors (angstrom)
a	11.5403	0	0
b	0	15.3871	0
c	-3.0928	-2.9912	24.0553

Atoms and the computed forces on them: element, x, y, z (angstrom), force x, y, z (eV/angstrom)
Si	2.4599	0.8703	0.1143	0.1882	-0.4301	-0.0639
Si	3.5435	5.211	-1.435	0.09	-0.3054	-0.1939
Si	2.3211	7.8738	-1.7686	-0.0384	-0.0228	-0.367
Si	0.3881	12.0215	-0.5296	0.1903	-0.2116	-0.0323
Si	6.3617	-0.2633	0.2602	-0.1673	0.4658	-0.3202
Si	13.3015	2.8811	-0.8899	-0.111	0.291	-0.2679
Si	4.3101	9.0642	-1.7458	-0.3297	0.0597	-0.7506
Si	4.7087	12.0361	-1.7363	-0.2139	0.1838	-0.4384
Si	10.1091	0.0667	0.1287	-0.0544	0.6389	-0.311
Si	9.3924	4.507	1.4431	-0.1242	-0.0661	0.1242
Si	6.9439	7.9242	-1.9762	0.2319	-0.2355	0.0143
Si	7.6656	10.4051	0.0241	0.1496	-0.2651	-0.2154
Si	4.4606	0.6351	1.4287	0.1749	-0.2516	-0.0901
Si	4.7304	6.1915	1.1465	0.0841	-0.7526	0.2952
Si	4.1128	8.4038	1.3265	0.6236	0.0954	-0.1419
Si	4.1295	11.8613	1.7645	-0.4793	0.0615	0.4106
Si	8.2979	0.4817	1.4894	0.0211	-0.051	-0.3222
Si	6.4352	5.8083	-1.1662	0.4782	-0.0944	-0.5262
Si	9.6875	7.3063	-2.6686	0.2682	-0.1453	-0.2034
Si	9.7033	12.5665	0.0639	-0.1867	0.4414	-0.2644
Si	12.1909	0.2249	1.4414	-0.2493	-0.0576	-0.1668
Si	11.8136	4.1144	1.635	0.2883	0.0201	-0.5705
Si	13.3616	7.9595	1.3537	-0.9095	0.3093	-0.2746
Si	13.1637	11.8082	1.5091	0.3141	0.1507	0.0063
Si	4.6537	2.5023	2.9858	0.0132	-0.0234	0.0333
Si	4.7709	5.0528	3.0991	-0.1066	0.0504	-0.0103
Si	4.6342	9.8952	2.997	-0.0307	0.243	0.0748
Si	4.5513	13.9571	2.8345	-0.103	0.1152	0.349
Si	8.5108	2.4555	2.7208	0.1654	0.0974	-0.016
Si	8.6813	6.4238	2.834	-0.0185	-0.1036	0.1801
Si	8.5176	8.9865	2.7959	0.2127	0.1553	-0.4638
Si	8.6572	13.9107	2.7371	-0.0244	-0.3889	-0.0957
Si	12.2303	2.1385	2.8755	0.2021	-0.1405	0.0437
Si	12.5735	6.0992	2.6912	-0.052	-0.0814	0.2865
Si	12.5337	9.8121	2.6613	0.0601	-0.2149	-0.175
Si	12.4768	13.7158	2.8188	-0.0212	0.0508	-0.0895
Si	2.6879	2.1443	4.2398	-0.2175	0.1055	-0.0738
Si	2.8467	5.8836	4.2166	-0.0185	0.1144	0.148
Si	2.7187	9.791	4.2952	0.0433	-0.1872	0.196
Si	2.7376	13.847	4.3143	0.1907	-0.1544	-0.1371
Si	6.6348	2.1794	4.1824	0.1362	0.0777	0.1477
Si	6.7269	5.8999	4.1721	0.0032	0.1135	-0.125
Si	6.6796	9.6906	4.1327	-0.249	0.0701	0.1746
Si	6.6222	13.682	4.0306	0.0285	0.1002	-0.0506
Si	10.351	2.1247	4.2194	0.0042	0.1753	0.1568
Si	10.6217	6.1629	4.1693	-0.0171	-0.0894	0.0563
Si	10.5062	9.7213	3.9526	0.0448	0.1394	0.1975
Si	10.5084	13.735	4.1531	0.2399	0.1089	0.1921
Si	2.722	0.3073	5.7262	0.0016	-0.1476	-0.0247
Si	2.7132	4.03	5.6037	-0.0499	0.0016	0.2125
Si	2.8452	7.8476	5.6572	-0.1719	0.0298	-0.1526
Si	2.7688	11.8044	5.5038	-0.0716	-0.0267	0.0318
Si	6.6638	0.1899	5.543	0.2209	-0.0612	-0.0884
Si	6.6852	4.042	5.5573	0.0997	-0.0247	0.3169
Si	6.5851	7.8423	5.575	0.0838	-0.137	0.0223
Si	6.6416	11.7307	5.3786	0.1143	0.0354	-0.0009
Si	10.4949	0.2175	5.6329	-0.0362	-0.036	-0.1275
Si	10.4949	4.1262	5.4614	-0.0286	0.0634	0.0933
Si	10.5518	7.9997	5.6084	-0.0161	-0.0798	0.0982
Si	10.4931	11.7007	5.3303	-0.1017	0.013	0.0272
Si	4.7199	0.2642	6.9785	0.0474	0.0454	-0.0746
Si	4.7191	4.0494	6.8787	0.0372	0.1051	-0.227
Si	4.7657	7.9002	7.0501	-0.0374	0.051	0.0937
Si	4.7231	11.7699	6.793	0.0491	-0.1145	-0.0354
Si	8.5918	0.1726	6.9879	-0.1597	0.0247	0.0995
Si	8.5844	4.1072	6.8704	-0.1103	-0.1638	-0.3048
Si	8.5384	7.9486	6.9433	0.0339	-0.0838	-0.0103
Si	8.5914	11.7536	6.7094	0.007	0.1291	-0.076
Si	12.354	0.222	7.117	0.0342	0.1604	0.0992
Si	12.3537	4.0474	6.9237	0.0272	-0.0297	-0.2876
Si	12.4286	7.9142	7.0134	0.1031	-0.049	-0.0074
Si	12.378	11.7815	6.8114	-0.0256	-0.1279	-0.1595
Si	4.7274	2.2087	8.3359	0.1358	-0.0095	0.1547
Si	2.765	5.6905	9.6039	-0.0029	-0.4257	0.3439
Si	4.805	9.9445	8.3048	0.1542	0.0219	-0.1298
Si	4.7205	13.6532	8.2355	-0.1498	-0.1531	0.2189
Si	8.5829	2.1892	8.2401	0.1229	0.0444	-0.0702
Si	8.516	5.9772	8.2742	-0.0982	0.014	-0.0153
Si	8.5298	9.9614	8.217	-0.1033	0.0233	-0.0724
Si	6.6703	13.1454	9.4322	0.1568	0.8871	0.4475
Si	12.3834	2.2137	8.3986	-0.0276	0.0479	0.1049
Si	12.3601	5.9392	8.298	0.0047	0.0156	0.1693
Si	12.4314	9.9194	8.2521	0.1032	-0.029	0.0369
Si	12.3637	13.5685	8.3629	0.0209	-0.0591	-0.0036
Si	2.8079	2.594	9.6806	-0.1373	0.2512	0.7292
Si	4.7199	5.9026	8.3146	-0.033	0.0036	0.1498
Si	2.86	10.1403	9.5712	-0.2131	0.9855	0.1725
Si	2.7993	13.2669	9.6754	0.0303	0.2717	0.5449
Si	6.7059	2.4434	9.6205	0.1332	0.1106	0.737
Si	6.6281	5.5493	9.6677	0.1283	-0.0761	0.7529
Si	6.7013	10.771	9.5311	0.0754	-0.7549	0.4452
Si	8.6431	13.5505	8.2643	0.0522	0.0073	-0.2055
Si	10.4307	2.9244	9.4613	-0.0434	-0.7133	0.5307
Si	10.4107	5.2643	9.3934	-0.0962	0.6979	0.4629
Si	10.4615	10.4385	9.4519	-0.0434	-0.8895	0.4701
Si	10.5001	12.7955	9.6009	0.0014	0.7618	0.6104
Si	-3.1697	11.8524	14.4453	-0.047	0.25	0.3506
Si	3.2697	0.2209	11.7664	-0.0955	-0.0253	0.1524
Si	10.2507	7.8501	14.5477	-0.1755	-0.2565	0.1714
Si	8.6066	5.3764	13.9939	0.0897	-0.0652	0.0879
Si	0.368	-3.4501	19.561	0.0218	0.1043	-0.3157
Si	11.5075	3.8287	16.9125	-0.0691	-0.1302	0.0579
Si	1.8256	1.2887	17.3476	-0.0618	-0.0744	-0.0602
Si	8.0223	-0.5127	14.3676	0.2503	-0.1169	0.2028
Si	0.9491	4.0529	14.1455	0.026	-0.1098	0.0402
Si	11.4024	9.6148	12.1937	-0.132	0.1689	0.4243
Si	4.7499	-3.7922	18.9282	0.1517	0.0462	-0.2034
Si	8.7232	4.9846	17.1517	-0.0109	0.0499	-0.1545
Si	10.3283	4.167	12.0055	-0.1298	-0.0496	0.5644
Si	6.5154	6.9627	12.5464	0.1436	-0.1566	0.3631
Si	6.6582	9.8865	12.6349	0.0747	0.0754	0.2325
Si	11.0761	-0.6736	14.5461	-0.186	0.1262	0.0908
Si	6.9265	3.1381	18.6564	0.1137	0.0746	-0.1847
Si	3.0348	8.6794	16.066	-0.0934	0.0284	0.1787
Si	2.6206	8.4651	11.2345	-0.1774	-0.8443	0.3467
Si	8.2114	7.7513	18.4911	0.0519	0.0833	-0.1931
Si	7.0356	16.05	17.0428	0.4003	-0.1987	-0.2549
Si	10.9571	-2.895	12.6602	0.0223	0.1806	0.4862
Si	6.449	0.0123	11.6513	0.2184	0.048	0.2079
Si	5.8168	9.0878	17.5486	-0.0224	0.0988	0.008
Si	6.0992	1.85	23.1157	0.0816	-0.1412	0.0064
Si	1.9114	1.2534	14.3367	-0.3291	0.1326	0.1932
Si	12.0268	-1.5579	17.294	-0.2014	0.1054	-0.0263
Si	8.6201	6.6658	21.3904	-0.28	0.0308	-0.3761
Si	1.1292	6.3278	15.9473	0.0687	0.0314	0.0372
Si	2.8512	-3.7866	21.279	0.1657	0.3423	-0.3442
Si	8.3942	9.6179	16.3568	0.1012	0.2807	-0.0086
Si	6.2663	-1.0686	19.1308	0.017	-0.1979	-0.2363
Si	10.6722	-4.4529	22.0731	0.0704	0.2751	-0.321
Si	4.7004	1.3405	18.3069	-0.2605	-0.0379	-0.0304
Si	2.7648	8.9555	24.2841	0.0382	0.2123	0.1352
Si	7.5659	-0.7019	21.936	-0.1653	-0.0566	-0.0827
Si	4.0647	8.5366	13.0555	0.2389	0.0041	0.4814
Si	2.0271	11.2711	17.3342	0.0765	-0.0259	-0.1715
O	12.272	2.4054	-2.0739	0.1249	0.1101	0.2382
O	2.9512	3.7193	-1.6335	-0.1399	0.2774	0.1604
O	3.5556	5.5532	0.1626	0.1784	0.2277	-0.2121
O	1.5601	7.9067	-0.3053	-0.0301	-0.0423	0.0595
O	6.1956	5.9147	0.4414	-0.4036	-0.0405	-0.0145
O	5.4872	8.3012	-2.6031	-0.0114	0.526	0.2786
O	4.5796	9.0911	-0.1326	0.2704	0.2507	0.2171
O	12.4862	3.8831	0.1173	-0.1633	0.0198	0.3084
O	8.1415	7.6603	-3.0591	0.0416	0.1971	0.2319
O	8.723	11.4716	-0.6499	0.043	-0.1407	0.1317
O	5.0932	5.2607	-1.9383	-0.0294	0.0655	0.3991
O	9.1777	12.7596	1.6082	-0.1974	-0.0505	0.1299
O	8.3751	9.7317	1.3262	-0.0654	-0.0798	0.142
O	0.9642	10.8412	18.4964	0.0655	0.341	0.1437
O	2.597	-0.0864	-1.2248	-0.1204	-0.2426	0.0039
O	2.6453	6.3251	-2.2113	-0.1075	0.0795	0.3554
O	1.3848	8.5978	-2.8869	-0.1167	-0.052	0.3406
O	0.451	10.6269	-1.3998	-0.0562	0.1554	0.0333
O	6.7619	9.5802	16.3088	0.0438	-0.1857	0.2248
O	6.4862	-1.8892	0.4532	-0.0135	-0.4746	-0.0908
O	3.2894	12.7995	-1.541	0.1264	0.0999	-0.0081
O	4.2356	-3.7135	20.4521	-0.2198	-0.02	0.0259
O	7.097	-1.2437	20.4951	0	0.1957	0.1998
O	10.9781	-1.2027	16.0934	0.2846	-0.0055	-0.067
O	4.2942	10.5892	-2.3474	0.2141	-0.3175	0.2547
O	10.1805	1.2352	-0.9998	0.1057	-0.0673	0.0213
O	6.9079	0.7421	22.2599	0.0639	-0.0135	0.0082
O	7.6339	4.7283	-1.4112	-0.1576	0.2006	0.0746
O	10.3981	8.7371	-2.3979	0.154	0.01	-0.0063
O	4.3761	8.6871	16.9661	-0.019	0.0804	-0.1134
O	7.3898	9.1571	-0.9906	-0.0332	0.1758	-0.0515
O	9.6379	14.0645	-0.6401	0.2306	-0.3172	0.4343
O	2.8222	1.559	10.9598	0.0647	0.0374	-0.1775
O	2.8755	11.718	10.2551	-0.0448	-0.5856	-0.5472
O	2.8043	4.1594	10.314	-0.0349	-0.0542	-0.8902
O	2.7648	6.8769	10.7355	-0.1208	0.6691	-0.0048
O	2.1419	10.0251	16.3099	0.1594	-0.0816	0.1094
O	0.7615	2.5311	17.5241	0.0709	0.012	-0.1544
O	1.6579	5.431	14.6691	-0.3334	-0.0461	0.1504
O	6.9039	1.3622	10.8586	-0.1873	0.0257	-0.3698
O	11.7355	-1.8159	13.5958	-0.1991	-0.0902	-0.1939
O	1.101	8.6714	11.804	0.1321	0.0554	-0.2382
O	6.6249	6.5488	10.9816	-0.0599	-0.2373	-0.2096
O	6.8909	10.3387	11.1094	-0.0903	0.2188	-0.3351
O	10.0067	4.0303	17.5234	0.0407	0.1644	-0.1173
O	6.8106	14.0301	10.8517	-0.1408	-0.2624	-0.3398
O	7.1653	-0.0458	13.0969	-0.1879	-0.0316	-0.4134
O	10.5766	-2.1974	11.2378	-0.0148	-0.4023	-0.5166
O	10.34	9.6871	10.9601	0.1552	0.3256	-0.3617
O	-4.2398	10.9252	13.6808	-0.0076	-0.1969	-0.2264
O	7.7033	15.8765	15.5985	-0.1114	-0.0703	0.0443
O	3.3113	8.6283	14.4853	0.1156	-0.0884	-0.3194
O	7.2726	14.6967	17.907	-0.333	0.297	0.1877
O	9.6144	-3.3441	13.4469	0.1559	0.0323	-0.1313
O	8.8211	9.167	17.8838	-0.2859	-0.3194	-0.1348
O	8.9049	6.5001	17.7093	-0.1691	-0.0105	0.1505
O	11.4052	3.6085	15.2952	0.2385	0.2101	0.0052
O	4.9731	7.167	13.0094	-0.0388	0.3374	-0.2364
O	10.2113	5.4973	11.0466	0.076	-0.6383	-0.3526
O	5.4227	0.9413	16.8786	0.1068	0.0958	0.4512
O	4.8636	0.1023	11.8653	-0.1006	0.0068	-0.1415
O	-0.1278	7.2772	15.5296	-0.0018	-0.0814	-0.15
O	6.6843	3.9869	10.2752	0.0534	0.0474	-0.7555
O	0.763	5.2488	17.1266	-0.1475	-0.0772	-0.3035
O	9.5905	-0.3414	14.0177	-0.058	-0.1597	0.0482
O	10.2949	2.7704	11.142	0.0814	0.6509	-0.5144
O	9.1181	4.1252	13.0969	0.2438	0.2342	-0.2567
O	9.0411	8.5013	15.3938	0.0934	0.0203	-0.049
O	5.6533	10.275	18.6503	-0.1742	0.0131	-0.0776
O	11.8727	11.1572	12.4979	-0.1233	-0.2234	-0.2992
O	2.2683	7.3195	16.4963	-0.0236	0.1246	-0.1271
O	1.6274	-3.0084	20.5135	0.0125	-0.2832	0.0802
O	0.3805	0.6953	14.4112	0.3194	-0.0352	-0.0149
O	2.469	1.1734	15.8561	-0.2044	0.0505	-0.0339
O	3.1016	1.515	18.3153	0.1877	-0.0511	-0.0895
O	2.7297	0.3399	13.2968	0.0847	0.0314	-0.4587
O	1.9796	2.8223	13.9108	-0.1554	-0.131	0.0791
O	-3.8131	13.3156	14.7745	0.2058	0.0461	-0.223
O	9.6631	6.5814	13.7375	-0.0353	0.0423	0.0941
O	11.3629	-2.1895	18.6562	0.3257	-0.2663	0.0377
O	10.7697	8.9876	13.5409	0.0869	0.0949	-0.3546
O	7.6882	1.8781	17.9357	-0.4219	0.0379	0.0773
O	5.6121	-2.4629	18.6705	-0.0459	0.0249	0.1679
O	8.823	11.1094	15.8434	-0.145	-0.2099	-0.2599
O	7.2855	8.387	12.7889	-0.2885	0.0113	-0.146
O	2.7128	-1.1106	11.0014	0.1069	-0.1583	-0.4812
O	8.4914	7.6056	20.07	-0.0144	-0.2432	0.3113
O	8.5577	4.9889	15.5504	0.0567	0.0821	-0.0424
O	9.2505	-5.075	22.5496	0.0067	-0.152	0.1791
O	10.7382	-4.1104	20.4686	0.0802	-0.1198	0.5011
O	1.503	12.6858	16.6927	-0.0894	-0.0461	0.286
O	0.2137	4.3126	12.7493	-0.1489	-0.0292	0.0258
O	6.5871	7.8241	18.2431	0.2419	0.1596	-0.0561
O	1.1631	-0.1443	17.7279	0.0298	0.0012	-0.1524
O	5.6098	12.9956	-2.7012	-0.1958	0.1603	0.022
O	10.4287	6.4685	-3.8623	-0.2274	0.1899	0.1749
O	5.0652	9.8329	12.9501	0.0308	-0.3316	-0.1619
O	7.3326	4.4301	17.7698	0.0795	-0.181	0.2204
O	5.1496	0.1267	19.3223	0.169	0.0834	-0.1892
O	6.1902	-0.0215	-1.3672	0.0323	-0.4101	0.2951
O	5.3345	2.7923	18.7001	0.1865	-0.2404	-0.0233
O	7.1336	5.8285	13.5184	0.0616	0.1806	-0.3086
O	3.5018	-3.8092	17.9074	-0.0468	-0.0785	0.1667
O	6.6332	3.3652	22.7252	-0.0948	-0.1455	-0.0634

Results
free energy: -64045.299 eV
free energy less fixed offsets of O -463.61, Si -117.95 eV per atom: -24.559 eV
pressure: -1.79 GPa
stress xx, yy, zz, yz, xz, xy (GPa, positive in tension): 0.66, 3.32, 1.39, 0.19, 0.06, -0.38

The program warned: the forces do not sum to zero within the program's tolerance.
